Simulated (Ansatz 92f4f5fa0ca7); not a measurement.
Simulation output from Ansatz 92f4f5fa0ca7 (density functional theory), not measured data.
Periodic cell of 171 atoms, Si99O72, from a study of silicon, its oxide and their interface. The atomic structure is a simulated model.

Settings
functional: PBE
potential files: Ansatz PAW
basis: plane waves
wave-function cutoff: 700 eV
density cutoff ratio: 5
exchange-correlation grid ratio: 2
k mesh: 2 x 2 x 1, shifted by 0.5 0.5 0.5 of a step
self-consistency stop: 5e-08 eV per atom in the density residual
occupations: Fermi-Dirac, 0.05 eV
spin: none
net charge: 0

Cell vectors (angstrom)
a 11.5983 0 0
b 0 11.5983 0
c 2.3538 1.6748 23.9168

Atoms and the computed forces on them: element, x, y, z (angstrom), force x, y, z (eV/angstrom)
Si -0.4711 2.6494 0.7565 0.026 -0.0204 -0.5677
Si -0.4481 5.7052 0.1807 0.057 -0.2495 -0.3031
Si -0.5522 11.2184 0.3942 -0.0864 0.0512 -0.4209
Si 3.3822 2.5296 0.7519 0.0232 -0.0858 -0.5909
Si 3.3543 5.5647 0.2377 0.0526 -0.1276 -0.2691
Si 3.3379 11.1053 0.187 0.0104 0.1403 -0.4104
Si 7.266 2.4607 0.7874 -0.0628 -0.1384 -0.571
Si 7.2171 5.4851 0.0435 0.0172 -0.1885 -0.3852
Si 7.4069 11.061 0.3603 0.1457 0.2313 -0.3895
Si 1.4572 2.5673 2.0495 0.0108 0.0376 -0.2468
Si 1.452 6.2513 1.5411 0.0034 -0.0497 -0.0768
Si 1.4432 10.5089 1.531 -0.123 0.0633 -0.1141
Si 5.3162 2.4915 2.0391 0.0485 0.0898 -0.2485
Si 5.3352 6.2039 1.4358 -0.0288 -0.0504 -0.1475
Si 5.3263 10.4277 1.4141 0.0548 0.1482 -0.1601
Si 9.1961 2.583 2.0524 -0.0125 -0.0624 -0.1833
Si 9.1479 6.2757 1.4054 -0.0127 -0.077 -0.1539
Si 9.2176 10.5863 1.7962 0.078 0.0136 -0.1423
Si 1.4525 4.5609 3.1991 0.0099 0.1581 0.3328
Si 1.4524 8.3934 2.7758 0.0353 -0.02 -0.1469
Si 1.4394 12.1689 3.2145 0.0019 -0.092 0.323
Si 5.3336 4.5333 3.1234 -0.0032 0.0355 0.2717
Si 5.329 8.3668 2.7131 -0.0331 -0.0347 -0.1171
Si 5.3211 12.0787 3.1606 -0.0337 -0.2096 0.2461
Si 9.1639 4.606 3.1367 0.0073 0.1783 0.2101
Si 9.1894 8.3795 2.7818 -0.0187 -0.0616 -0.1542
Si 9.2052 12.2724 3.3522 0.0165 -0.0472 0.3529
Si -0.5066 4.5173 4.5114 -0.0348 0.1032 -0.1348
Si -0.4811 8.3515 4.218 0.0066 -0.0629 0.0285
Si -0.4492 12.2324 4.6273 -0.074 -0.0914 -0.0811
Si 3.4175 4.5306 4.4997 0.0395 0.1838 -0.0699
Si 3.4043 8.4276 4.2008 -0.0118 -0.0857 0.0437
Si 3.3954 12.1565 4.5304 0.0385 -0.0599 -0.0194
Si 7.2397 4.5673 4.4969 -0.0724 0.1641 -0.1225
Si 7.247 8.4218 4.1927 0.0197 -0.0418 0.0327
Si 7.2177 12.1796 4.5679 0.063 -0.0593 -0.0339
Si -0.4876 2.5999 5.9162 0.0222 -0.1317 0.1177
Si -0.493 6.491 5.7339 -0.0037 -0.0311 0.0886
Si -0.5022 10.1938 5.7703 0.0097 0.0942 -0.0308
Si 3.3964 2.5494 5.8079 -0.0868 -0.0981 -0.0221
Si 3.4432 6.5581 5.6755 -0.0054 -0.0513 0.2035
Si 3.3841 10.2262 5.8749 -0.0138 0.1481 0.0247
Si 7.2171 2.5849 5.7768 0.0689 -0.1212 0.0669
Si 7.2278 6.5872 5.6962 0.0325 -0.0735 0.189
Si 7.2745 10.2067 5.8518 -0.044 0.1437 0.0075
Si 1.4952 2.4985 7.2219 0.0628 -0.0328 -0.0867
Si 1.4972 6.4196 7.0099 0.1895 -0.0336 -0.2444
Si 1.3516 10.2542 7.2029 0.0773 -0.1104 0.0345
Si 5.327 2.5862 7.1419 -0.0267 0.0863 0.0403
Si 5.3437 6.6497 7.1328 -0.1445 0.2492 -0.0686
Si 5.3578 10.3312 7.2733 0.0782 -0.0891 -0.049
Si 9.0924 2.5344 7.1889 -0.1332 -0.0846 -0.126
Si 9.1412 6.5018 7.0977 -0.0834 -0.0515 -0.1756
Si 9.2458 10.2157 7.2389 -0.011 -0.1119 0.0432
Si 1.5587 4.4924 8.4263 0.3498 0.1919 0.3012
Si 1.3812 8.2481 8.4129 -0.1063 -0.0393 0.3438
Si 1.3418 12.1863 8.6676 -0.2116 0.2334 0.0302
Si 5.3687 4.6007 8.2934 0.0785 -0.041 0.1969
Si 5.3413 8.5006 8.7567 -0.0353 -0.0987 0.3484
Si 5.323 12.3416 8.6081 0.1299 -0.1829 -0.0006
Si 9.0818 4.5219 8.4354 -0.32 0.2444 0.2246
Si 9.1991 8.282 8.6378 0.1276 0.0066 0.1955
Si 9.1497 12.1994 8.5772 0.0214 0.1763 -0.007
Si -0.4766 4.5957 9.5246 0.044 0.01 0.4336
Si -0.4378 7.6959 9.8643 0.132 -0.0965 0.2786
Si -0.6344 13.0213 9.9717 0.0612 0.0685 0.3989
Si 3.5785 4.8298 9.7538 0.0283 0.0132 0.0593
Si 3.219 8.0209 9.8345 -0.3092 -0.1427 0.0578
Si 3.3543 12.0161 9.8817 -0.101 0.2464 0.2498
Si 7.1277 4.8824 9.8404 -0.0493 0.0155 0.0496
Si 7.3452 8.0487 10.0798 0.0151 -0.1369 -0.0938
Si 7.2432 12.1761 10.0519 0.0657 -0.0076 0.3624
Si 1.1079 8.8326 21.4762 -0.095 0.072 -0.3692
Si 1.6329 6.2372 14.0445 0.0276 -0.1109 0.1211
Si 6.2927 7.1133 18.6753 -0.0607 0.0599 -0.1479
Si 4.4843 8.9656 17.184 -0.0818 0.0807 -0.0758
Si 1.5464 4.8607 16.5732 -0.0741 -0.0729 0.031
Si 10.2078 4.7596 16.6503 0.0162 -0.0439 -0.0579
Si 11.7002 0.0078 22.1713 0.0176 0.0673 -0.1058
Si 1.1611 8.5865 12.1814 0.14 0.0289 0.1913
Si 5.2639 9.1156 14.2638 -0.0709 -0.0688 0.3134
Si 10.0409 7.7543 20.8437 0.1186 0.1674 -0.3679
Si 4.0226 6.0549 17.261 -0.0391 0.0638 -0.0786
Si 3.1593 10.4834 12.4827 -0.1469 -0.031 0.3603
Si 15.0726 9.8254 19.8334 0.0918 0.0466 -0.1894
Si 4.7543 6.0858 14.3561 -0.0842 0.1114 0.2168
Si 7.4033 10.1425 12.2773 0.0713 0.0701 0.3009
Si 5.7565 8.4742 21.1714 -0.0558 0.0707 -0.3374
Si 10.1148 2.6283 14.688 0.2004 0.1072 0.2055
Si 1.3787 3.3658 14.1151 -0.2037 -0.0063 0.1635
Si 5.3584 4.0072 12.1512 -0.1219 0.0539 0.2467
Si 7.7498 12.1891 19.3194 0.069 0.0027 -0.0315
Si 9.2805 9.8416 18.8847 0.0612 0.1317 -0.1826
Si 3.6269 13.3877 12.5209 0.0232 0.0486 0.3513
Si 9.3276 2.2868 17.5463 0.0431 -0.0775 0.0016
Si 9.1656 7.0437 18.1009 0.0462 0.0905 -0.1564
Si 10.5284 12.2869 19.5763 -0.1607 -0.0086 -0.2166
Si 5.5647 11.4326 21.1516 -0.0605 -0.0158 -0.3395
Si 9.1277 12.6015 12.2442 -0.0568 0.0979 0.2397
O 5.8806 8.4999 17.8937 0.0536 -0.0996 0.088
O -0.4752 1.2263 -0.1347 0 -0.2632 0.5063
O 6.3561 9.9963 21.2104 -0.0154 -0.0278 0.0868
O -0.3002 6.4902 -1.29 -0.0177 -0.1665 0.3983
O 10.2916 0.3258 22.9342 -0.1255 0.0946 0.1214
O -0.8806 10.4224 -1.0181 0.0946 0.0719 0.1472
O 3.3701 3.9256 -0.175 0.0191 0.369 0.4916
O 9.9943 4.2369 15.0943 -0.0194 -0.0496 0.0203
O 3.2838 6.2964 -1.2288 -0.0006 -0.1043 0.3305
O 6.6346 7.4503 20.2434 -0.0071 0.044 0.1668
O 10.5293 10.8898 18.6963 -0.0213 0.0089 0.103
O 3.371 1.1464 -0.2034 -0.0125 -0.2775 0.4993
O 7.3014 1.0708 -0.1524 -0.0095 -0.3 0.5473
O 11.7692 9.9864 22.1336 -0.0445 -0.0378 0.0802
O 4.8329 9.6841 15.7529 0.0307 -0.0835 -0.0977
O -0.5076 14.6837 10.3107 0.0026 -0.3379 -0.3184
O 15.2515 9.9507 18.2019 0.0776 -0.0338 0.1313
O 6.3681 12.4258 20.1251 -0.0776 -0.071 0.117
O 9.0477 12.4028 20.3137 0.0334 -0.024 -0.0504
O 3.2692 13.2992 10.9305 0.0298 -0.2647 -0.3016
O -0.4609 6.0706 10.3829 -0.0128 0.0061 -0.4541
O -1.0158 12.4311 11.4924 0.1137 0.0937 -0.3317
O 1.0351 4.8265 13.4362 0.075 0.0676 -0.0707
O 3.4143 10.644 10.8504 0.1111 0.193 -0.3075
O 4.7008 5.48 15.8807 0.0065 -0.0076 -0.0435
O 6.5628 9.8947 13.6621 0.1941 0.1253 -0.318
O 2.4874 8.1291 11.3367 0.2058 0.0183 -0.32
O 9.9543 6.337 16.8662 -0.0509 0.0136 0.089
O 3.9931 4.3429 11.2929 -0.0905 0.0392 -0.3422
O 8.67 11.0898 12.7181 0.034 -0.0133 -0.0527
O 7.2108 6.4339 10.4011 0.0379 0.0032 -0.0641
O 6.6857 4.0279 11.205 0.208 0.084 -0.2941
O 5.5478 5.047 13.3979 0.0201 -0.2119 -0.3191
O 0.9147 7.5337 13.4042 -0.0305 0.2032 -0.2547
O 2.706 5.1744 17.6736 0.0708 0.0257 -0.0454
O 6.6506 10.9351 11.029 0.0264 0.2695 -0.2353
O 7.9863 13.174 11.1954 -0.2414 -0.2183 -0.352
O 1.3198 6.2066 15.6529 0.048 -0.0061 -0.0571
O 1.9365 9.539 20.2511 -0.1266 -0.1015 0.1949
O 9.6879 1.7833 16.0258 -0.0195 0.0902 0.024
O 0.0699 2.4037 14.2413 -0.0209 0.0327 -0.0137
O 10.6097 1.9128 18.5108 -0.0806 -0.0322 0.0257
O 0.1181 4.4427 17.2179 -0.0122 0.0097 -0.002
O 3.6021 11.8933 13.1703 -0.0041 -0.0359 -0.08
O 5.5557 7.5127 14.3753 -0.0149 0.0051 -0.1027
O 3.6479 6.4463 9.891 -0.0887 0.0473 0.0983
O 9.3332 8.6451 17.7909 -0.0495 -0.1237 0.0868
O 5.0873 2.4937 12.7493 0.0269 0.0784 -0.1465
O 9.6727 6.6957 19.6317 -0.0183 0.0306 0.1116
O 7.8697 10.6602 18.7302 -0.0076 0.0208 0.0483
O 3.1434 10.3778 -1.2803 0.0329 0.1051 0.3477
O 15.8997 8.5379 20.4185 0.0573 -0.0355 0.1409
O -0.1784 8.6141 11.2453 -0.1124 -0.1638 -0.2555
O 9.4225 9.1972 20.3747 0.0067 -0.1195 0.1617
O 4.0574 11.1829 20.5465 0.0621 -0.023 0.1197
O 4.06 9.3435 13.203 -0.0342 0.0394 -0.202
O 7.1034 5.8981 -1.5669 -0.0202 -0.0394 0.5282
O 7.6278 6.536 17.9731 -0.0666 0.0291 0.0862
O 2.0333 3.6381 15.596 -0.0402 0.0424 -0.0292
O 3.5822 7.6146 16.9548 0.0684 -0.0795 0.0756
O 0.0827 7.7201 20.8718 0.0468 0.0363 0.1479
O 1.5774 10.0849 12.7383 0.0068 -0.0545 -0.1423
O 7.7304 8.6976 11.5765 -0.1254 -0.0607 -0.2281
O 7.257 3.8189 -0.1683 0.0092 0.474 0.3452
O -0.4603 4.046 -0.1902 -0.0254 0.2883 0.4853
O 2.4599 14.216 13.2265 0.0757 0.0256 -0.141
O 7.9241 13.2321 18.0696 0.0124 -0.0144 0.0387
O 9.1869 2.0878 13.4712 -0.0708 -0.221 -0.3497
O 3.2427 6.3123 13.7945 -0.0166 -0.0213 -0.0521
O 9.1568 3.9071 17.5664 0.0764 -0.0323 -0.0335
O 11.6979 12.3065 20.6855 0.0413 -0.1461 0.3007
O 5.09 6.016 18.4955 0.0349 0.0373 0.0073

Results
free energy: -103891.937 eV
free energy less fixed offsets of O -569.03, Si -635.61 eV per atom: 3.613 eV
pressure: -0.00 GPa
stress xx, yy, zz, yz, xz, xy (GPa, positive in tension): -0.75, 0.17, 0.59, -0.08, -0.12, 0.39

The program warned: the cutoff lies below the one the program advises for these potential files.
